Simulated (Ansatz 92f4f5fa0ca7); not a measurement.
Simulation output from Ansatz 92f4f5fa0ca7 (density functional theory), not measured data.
Periodic cell of 159 atoms, Si96O61N2, from a study of silicon, its oxide and their interface. The atomic structure is a simulated model.

Settings
functional: r2SCAN
potential files: Ansatz norm-conserving
basis: plane waves
wave-function cutoff: 1300 eV
density cutoff ratio: 4
exchange-correlation grid ratio: 1
k mesh: 2 x 2 x 1, shifted by 0.5 0.5 0.5 of a step
self-consistency stop: 5e-08 eV per atom in the density residual
occupations: Fermi-Dirac, 0.05 eV
spin: none
net charge: 0

Cell vectors (angstrom)
a, 10.88, 0, 0
b, 0, 10.88, 0
c, 0, 0, 23.1084

Atoms and the computed forces on them: element, x, y, z (angstrom), force x, y, z (eV/angstrom)
Si, -0.0342, 0.5963, 0.0152, 1.3781, 1.4374, -1.5189
Si, 3.3634, 2.4864, -0.0142, 1.2609, -3.4634, 2.1699
Si, -0.6027, 5.9916, -0.2291, 1.6692, 0.9941, -0.2969
Si, 2.7998, 8.0278, 0.2905, 2.6476, -0.6353, 1.3225
Si, 5.2773, -0.2917, 0.0646, 1.9667, 3.7847, -2.591
Si, 8.8191, 2.9647, -0.4437, -0.5934, -1.5793, 2.7092
Si, 5.2203, 5.7303, 0.2984, -2.735, -1.8592, -1.1543
Si, 8.5476, 8.1287, -0.2326, -0.4448, -0.059, -0.4914
Si, 1.5727, 1.4705, 1.3672, 0.8857, 0.5736, 1.4684
Si, 4.023, 3.9801, 1.5335, 0.8145, 1.5446, 0.7458
Si, 1.1352, 6.7556, 1.3673, -0.4488, 0.3719, 0.1029
Si, 4.2886, 9.6168, 1.7488, -1.0667, -2.597, -1.0091
Si, 6.9162, 1.5338, 1.3406, 1.7564, 1.1809, 0.095
Si, 9.7754, 4.1743, 1.1329, -0.0801, 1.5576, 2.0902
Si, 6.8779, 6.8811, 1.2185, 2.4471, -0.5027, 0.1021
Si, 9.8262, 9.7854, 1.0036, -1.8201, -2.6026, 2.0079
Si, 0.1761, 2.8979, 2.8157, -0.8354, -1.8306, -2.0438
Si, 2.8629, 0.0213, 2.7922, -2.451, 0.6857, 1.3213
Si, -0.3452, 8.1088, 2.8043, 1.7066, 0.5476, -0.6601
Si, 2.5631, 5.4071, 2.7663, -0.5032, -0.5086, -0.4422
Si, 5.2971, 2.4384, 2.761, 0.8286, 1.2488, 0.7393
Si, 8.4572, 0.2082, 2.6606, -1.3968, -0.7158, -0.8056
Si, 5.4576, 7.8621, 2.6738, -0.277, 1.5289, 1.1387
Si, 8.0344, 5.2278, 2.7279, 1.4871, 1.5816, -1.5936
Si, 1.2163, 4.1604, 4.2395, 1.7987, 0.5259, -0.6236
Si, 3.9863, 1.3545, 4.3464, 0.6738, -1.0016, -1.5891
Si, 1.3186, 9.478, 4.0714, -0.0263, -0.529, -0.4662
Si, 3.9456, 6.7212, 4.089, 0.4428, -0.2749, 0.4278
Si, 6.8992, 3.9144, 4.1338, -2.4232, -1.0225, -0.0155
Si, 9.6726, 1.3996, 4.1518, 0.6927, 0.0044, 1.1325
Si, 6.6573, 9.5482, 3.8607, 1.9154, -0.5405, 0.5167
Si, 9.2228, 6.6845, 4.3011, 1.1185, -0.6329, -1.3587
Si, 0.0856, -0.2185, 5.6372, 0.6564, 2.3248, -2.0341
Si, 2.5996, 2.7438, 5.3696, -0.3362, -0.1502, 0.4516
Si, -0.0324, 5.2812, 5.6285, -1.3658, 2.4505, -0.4113
Si, 2.5839, 8.0935, 5.5242, 1.5531, 0.8655, -0.9906
Si, 5.4399, -0.0815, 5.406, 0.2231, 0.4862, 1.3695
Si, 8.2068, 2.6789, 5.602, 0.4684, -0.0108, -0.3877
Si, 5.2819, 5.2213, 5.4357, 1.1011, 0.8781, -0.6629
Si, 7.9599, 8.1225, 5.5387, 0.1749, 1.5781, -0.6644
Si, 1.4599, 1.3371, 6.7357, -1.3217, -0.856, 0.8624
Si, 3.8911, 3.9553, 6.7474, 2.0056, 0.2843, 0.9863
Si, 1.1867, 6.8557, 6.7492, 0.5475, -1.6539, 2.1937
Si, 4.2311, 9.3368, 6.8486, -2.4147, 1.6038, -1.1285
Si, 6.7849, 1.4032, 6.9501, 0.2335, -1.5129, 0.3696
Si, 9.4121, 4.2198, 6.9623, -0.3085, -1.3057, -0.1065
Si, 6.7681, 6.6408, 6.7943, -1.6489, 0.2206, 0.7667
Si, 9.4886, 9.5314, 6.804, -1.0428, -2.2882, 1.2225
Si, -0.102, 2.6707, 7.9829, 1.4103, 0.7437, -0.6716
Si, 2.701, -0.0754, 8.1607, 1.3338, -0.2125, 0.2112
Si, -0.1912, 7.9535, 8.3055, 0.5675, 1.5091, 0.0423
Si, 2.8322, 5.2528, 8.2379, -2.0768, 0.641, -0.5977
Si, 5.54, 2.9522, 8.2967, -0.5409, -0.7718, -0.9708
Si, 8.2491, -0.2913, 8.4163, -1.3571, 0.9091, -1.3954
Si, 5.3585, 8.0736, 8.2394, 1.2349, -1.7718, 0.4708
Si, 8.0979, 5.5055, 8.3329, -0.9989, -0.7948, 0.1251
Si, 1.3851, 3.7542, 9.4068, 0.3735, -0.5376, 1.1322
Si, 4.2259, 1.4286, 9.3509, -0.6682, -2.0581, 1.6675
Si, 1.3825, 9.3502, 9.6551, -0.6553, 0.827, -0.4829
Si, 4.1864, 6.517, 9.5635, 1.1993, 1.1588, 1.3282
Si, 6.842, 4.1192, 9.8652, 1.6864, 1.4201, 2.0072
Si, 9.6283, 1.3066, 9.2337, -0.9669, -0.1784, 2.5935
Si, 6.8347, 9.1652, 9.6868, -0.8766, 2.2959, -1.0353
Si, 9.3921, 6.6215, 9.8174, 0.9082, -0.3254, -0.1013
Si, 0.0066, 0.1647, 10.6851, 1.9602, -0.3505, 0.1013
Si, 2.4936, 2.1373, 10.907, 0.9005, 0.7203, -1.4015
Si, 0.3183, 5.3061, 10.7439, -0.7992, 1.8331, -0.6975
Si, 2.4937, 7.603, 10.8161, -2.0628, -1.6552, -0.8811
Si, 5.8653, 0.1743, 10.8325, -0.961, 0.088, -0.355
Si, 8.5406, 1.9784, 11.5159, -2.1528, 0.757, -0.9781
Si, 5.8322, 5.9248, 11.3447, -0.9322, -1.7236, -1.8257
Si, 7.7859, 7.7131, 11.0132, -0.7361, -1.5534, 2.0717
Si, 1.4831, 5.9694, 13.3015, -1.569, 1.0069, -2.1452
Si, 2.3091, 11.0133, 18.6663, -0.2446, 2.1429, -0.4241
Si, 4.4338, 4.7849, 16.0706, 1.5509, -1.1438, -0.1883
Si, 1.6179, 7.7098, 15.5195, -0.5407, -1.2682, 2.8671
Si, 5.5542, 3.1567, 18.5806, 1.7909, 1.031, 0.6048
Si, 10.1005, 0.9349, 14.1026, -2.9257, 0.6281, 0.8262
Si, 3.8296, 3.9771, 13.1227, 0.4582, 3.3361, 0.2212
Si, 9.2493, 9.5035, 12.8285, 1.6194, -0.3344, -0.9411
Si, -5.9999, 10.7755, 17.0391, 0.5903, -3.4452, 1.1464
Si, 1.2035, -1.1951, 13.464, -2.3598, 2.2939, 2.6317
Si, 0.8069, 12.8332, 16.5622, 1.6365, 0.5845, -2.7019
Si, 4.7722, 7.876, 15.4881, 1.7653, 1.7272, -1.5376
Si, 4.1354, -0.8378, 13.3568, 2.5623, -0.0382, -0.5411
Si, 2.3514, 6.1821, 17.8106, 0.8206, 2.2961, 1.0678
Si, -7.1881, 12.7749, 15.1017, -1.6048, 1.2336, -0.6559
Si, 0.4163, 3.9588, 18.8257, -0.4486, 1.5611, -4.3771
Si, -6.2536, 7.6684, 19.5442, -0.6093, -2.795, -0.9262
Si, 1.5668, 1.9851, 20.8082, 3.6849, -3.0192, 1.9518
Si, 2.053, 8.8346, 20.5471, -0.1797, 0.6106, -0.8416
Si, 1.4212, 5.9384, 20.5359, 2.5392, 0.9537, 0.3869
Si, 4.3099, 4.9755, 20.813, 0.4333, -0.3492, -0.1282
Si, 8.5307, 3.2045, 19.5508, -1.685, 3.4947, -1.323
Si, 6.9265, 11.935, 18.8235, -3.1574, -2.3953, -0.4441
Si, 6.4661, 9.3719, 20.7224, 3.3976, 0.8583, -2.1214
O, -1.3552, 1.5072, -0.2698, 0.219, -0.4226, -0.5778
O, 0.947, 0.7571, 21.741, -1.0275, 0.7886, -0.6819
O, -2.4562, 1.6953, 18.8988, 0.3653, 0.431, 0.4701
O, 4.5434, 1.2266, 22.7258, -1.2409, -0.12, 0.8569
O, -3.0403, 8.7263, 21.4499, -0.3002, -0.3516, 0.2239
O, -4.1447, 10.9227, 20.1367, 0.4835, -0.3115, -0.7196
O, 2.0756, 8.8889, 22.2234, -0.5518, 0.5595, -2.1419
O, 4.1238, 6.9271, -0.1312, -1.4187, 1.1133, 0.8285
O, 5.4562, -1.2929, 21.8843, -1.7379, 0.3437, 2.0378
O, 2.5762, 2.857, -1.3057, -2.2753, 0.0288, -3.0028
O, 3.6427, 8.6536, 20.2583, -2.04, 1.1428, 0.779
O, 7.4183, 2.9166, 23.5452, -0.7372, -1.3272, -0.2172
O, 5.1196, 4.5202, 22.1427, 0.6498, 1.0024, 0.3754
O, 2.7886, 5.3071, 21.2933, -1.2376, 1.5751, -1.0913
O, 11.1146, 5.4577, 21.412, -2.8007, -0.2573, 2.2431
O, 6.9327, 11.2614, 0.2021, -3.3576, -2.0231, -0.467
O, -1.3705, -0.3473, 11.5467, 0.2948, -0.4384, -0.033
O, 1.3391, 1.0855, 11.4478, -0.2602, 0.2978, -1.6116
O, 3.5682, 2.9313, 11.966, -1.2906, -1.8252, -0.0179
N, 4.2574, -7.2829, 14.7383, 0.1689, -1.9005, -0.4385
O, 1.1843, 6.6348, 10.124, 1.294, -0.1584, 1.8564
O, 0.2632, 5.324, 12.3881, 0.3643, 0.5193, -0.465
O, 1.2402, 9.2393, 15.0992, 0.5127, -0.8434, -0.8721
O, 0.7619, 6.5304, 14.6645, 2.4676, 1.4915, -0.304
O, 4.9638, -0.3897, 12.0706, 0.2372, -0.4468, -0.8276
O, 6.9946, 1.1471, 11.4979, 1.9786, 1.016, 0.0938
O, 9.1415, 1.8609, 13.0897, 0.5917, 0.4999, -0.8771
O, 2.242, -3.6558, 12.4173, -0.5466, -1.6178, 1.0197
O, 8.1282, 3.618, 11.0427, -0.9999, -2.0548, -0.3375
O, 8.0973, 8.3982, 12.5201, 1.1031, 0.7068, -0.0271
O, 4.756, 5.1554, 12.4057, 1.1709, 0.2284, 0.3831
O, 1.3111, 7.2011, 17.1207, -0.2302, 1.0015, -1.7553
O, 2.4377, 4.7459, 13.4516, 0.4623, -0.1223, 0.3057
O, 4.9232, 8.6544, 13.8763, -0.6292, 0.0288, 2.7083
O, -0.5025, 12.5067, 15.5615, 0.5049, -0.2542, 0.4607
O, 1.2312, 11.565, 17.5628, -0.3203, 2.2057, -1.3324
O, 3.2525, 7.5647, 15.6453, -3.0576, 0.1964, -1.2043
O, -8.8109, 13.0595, 15.3705, 0.2374, -1.283, 1.3637
O, -9.701, 7.538, 20.1233, 0.9287, -0.8713, 1.249
O, 5.4132, 3.5886, 16.9413, -1.7369, 2.6045, 1.826
O, 8.8996, 3.376, 21.1556, -1.1317, -0.1598, -2.7109
O, 6.972, 3.8788, 19.1484, 2.1533, -0.8262, 0.8375
O, -1.2413, 4.2398, 18.8105, 0.6571, -1.5994, 1.1239
O, 5.3667, 6.2385, 15.581, -1.732, 0.2561, 0.8527
O, 2.9674, 5.1648, 16.8042, 3.3167, -2.6082, -2.9873
O, 9.2065, 10.4009, 14.1342, -1.231, 0.7713, 1.2795
O, 11.4173, 11.2818, 13.4785, 3.479, -2.3595, 0.3018
O, -5.8624, 6.4118, 20.5218, -0.1381, -0.0358, -1.5605
O, -4.8663, 8.4431, 19.3994, 0.7155, 1.2646, 1.131
O, 2.6558, 1.248, 19.8045, -0.3057, 0.2764, -0.3584
O, 1.446, -0.9338, 19.3847, -0.3982, -3.845, 3.9855
O, -6.492, 12.1451, 16.3795, 0.4791, -0.686, 1.2693
O, -0.0753, 8.9106, 12.9101, -0.2081, -1.6855, -0.9664
O, 5.1846, 9.2121, 16.4785, -0.9889, -1.5561, -2.0907
O, 4.0359, 11.5072, 14.0709, -0.8806, 0.6496, 0.875
O, 0.6764, 3.5048, 17.1643, -0.3461, -2.1383, 2.4433
O, 2.6832, -1.3338, 12.9162, -1.085, 0.9251, -0.2703
O, 3.7522, 7.041, 18.2784, -0.235, -0.3329, 0.8209
O, 4.3959, 3.7969, 19.6331, 0.628, 0.5211, -0.56
O, -7.2744, 10.3272, 18.061, 2.0991, 1.1465, -1.2577
O, -4.439, 10.9329, 17.503, 0.5516, 2.2393, 1.9623
O, 0.6172, 2.7576, 19.848, -1.1281, 0.6654, 0.1919
N, 1.6139, 5.2592, 19.0197, -2.7495, -2.1033, -0.4116

Results
free energy: -40176.888 eV
free energy less fixed offsets of N -289.75, O -463.61, Si -117.95 eV per atom: 6.022 eV
pressure: -2.69 GPa
stress xx, yy, zz, yz, xz, xy (GPa, positive in tension): 2.84, 3.4, 1.84, -1.04, 0.59, -0.57

The program warned: the forces do not sum to zero within the program's tolerance.
